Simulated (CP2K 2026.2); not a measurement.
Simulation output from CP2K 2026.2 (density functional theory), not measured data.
Periodic cell of 442 atoms, Si320O122, from a study of silicon, its oxide and their interface. The atomic structure is a simulated model.
Doubt: the forces sum to 2.25 eV/angstrom along one axis rather than to zero, so they err by at least 0.0051 eV/angstrom per atom on average; the grid cutoff is modest.

Settings
functional: PBE
method: Gaussian and plane waves
basis set: DZVP-MOLOPT-SR-GTH
pseudopotentials: GTH-PBE
grid cutoff: 350 Ry, relative cutoff 50 Ry
k points: Gamma only
occupations: fixed
spin: none
net charge: 0

Cell vectors (angstrom)
a	15.3866	0	0
b	0	15.3866	0
c	1.9155	1.9375	34.0961

Atoms and the computed forces on them: element, x, y, z (angstrom), force x, y, z (eV/angstrom)
Si	1.739	15.083	29.208	0.154	0.17	0.759
Si	2.041	4.226	29.349	-0.082	-0.153	0.737
Si	1.858	7.32	29.358	0.031	0.096	0.787
Si	1.783	11.93	29.18	0.075	-0.21	0.774
Si	5.768	15.184	29.214	-0.115	0.259	0.757
Si	5.82	4.768	29.442	0.046	0.154	0.69
Si	5.853	7.187	29.673	-0.177	-0.348	0.512
Si	6.26	12.05	28.883	0.338	-0.203	0.461
Si	9.561	15.271	29.429	0	0.206	0.743
Si	9.764	4.348	29.585	-0.204	-0.236	0.747
Si	9.486	7.424	29.682	0.092	0.17	0.69
Si	9.872	12.125	29.293	-0.135	-0.322	0.679
Si	13.366	15.771	29.233	-0.022	-0.232	0.704
Si	13.365	3.549	29.378	0.184	0.186	0.763
Si	13.368	7.907	29.376	0.028	-0.268	0.716
Si	13.373	11.081	29.363	0.082	0.307	0.726
Si	3.769	15.437	30.455	-0.028	0.003	-0.046
Si	3.937	4.025	30.694	0.015	-0.006	-0.047
Si	3.803	7.697	30.669	-0.007	0.003	-0.081
Si	3.728	11.536	30.453	-0.44	0.133	0.366
Si	7.609	15.485	30.665	-0.022	0.006	-0.024
Si	7.702	4.007	30.688	-0.027	-0.04	-0.094
Si	7.649	7.608	31.079	-0.029	0.022	0.028
Si	7.88	11.628	30.498	0.01	-0.026	-0.054
Si	11.521	15.494	30.682	-0.002	0.022	-0.052
Si	11.615	3.941	30.899	0.025	-0.023	-0.013
Si	11.502	7.773	30.785	-0.013	0.011	-0.015
Si	11.594	11.623	30.779	0.025	-0.015	-0.019
Si	15.271	15.374	30.594	0.016	0.005	-0.041
Si	15.402	3.859	30.556	0.031	-0.025	-0.033
Si	15.324	7.612	30.673	0.006	0.043	-0.016
Si	15.321	11.557	30.569	0.023	-0.003	-0.006
Si	3.853	1.971	31.885	-0.038	0.014	0
Si	3.832	5.85	32.142	0.039	0.001	0.025
Si	3.78	9.683	31.935	-0.033	0.019	0.007
Si	3.853	13.495	31.854	-0.009	-0.034	-0.019
Si	7.648	2.031	31.989	0.053	0.001	0.019
Si	7.708	5.701	32.332	-0.014	-0.032	0.02
Si	7.684	9.747	31.997	0.008	0.008	0.007
Si	7.711	13.508	31.969	-0.003	0.006	0.027
Si	11.51	1.966	32.122	-0.029	0.002	0.049
Si	11.589	5.875	32.188	0	0.013	0.026
Si	11.477	9.7	32.112	-0.015	-0.007	0.058
Si	11.595	13.575	32.069	-0.001	0.014	0.028
Si	15.389	1.938	31.943	0.012	-0.005	0.03
Si	15.338	5.721	32.043	-0.012	-0.006	0.008
Si	15.377	9.62	31.954	0.008	-0.014	0.032
Si	15.294	13.467	31.972	0.016	-0.01	0.034
Si	1.935	1.959	33.298	0.006	-0.012	-0.015
Si	17.261	5.791	33.417	-0.003	0.021	-0.007
Si	1.892	9.65	33.346	-0.013	0.01	0.006
Si	1.914	13.48	33.256	-0.012	-0.001	-0.026
Si	5.726	1.97	33.342	-0.002	0.011	-0.02
Si	5.722	5.799	33.535	0.024	-0.008	0.036
Si	5.721	9.721	33.317	0.013	-0.036	-0.014
Si	5.75	13.495	33.3	0.017	0.006	-0.015
Si	9.556	1.98	33.409	-0.006	-0.015	0.007
Si	9.672	5.791	33.554	-0.013	0.008	0.017
Si	9.555	9.694	33.437	-0.002	-0.009	0.025
Si	9.616	13.533	33.367	-0.007	-0.009	-0.003
Si	13.491	1.965	33.385	-0.001	0.008	-0.03
Si	13.5	5.817	33.496	0.013	0.02	0.013
Si	13.468	9.668	33.375	-0.004	0.027	-0.035
Si	13.475	13.52	33.442	0.005	0.017	0.035
Si	15.321	13.494	11.593	-0.016	0.012	0.001
Si	15.327	1.949	11.582	0.019	0.01	-0.01
Si	15.308	5.795	11.549	-0.007	-0.024	-0.002
Si	15.319	9.655	11.564	-0.001	0	-0.002
Si	3.841	13.477	11.522	0	0.01	-0.021
Si	3.851	1.943	11.519	-0.015	-0.004	-0.011
Si	3.859	5.804	11.485	-0.001	-0.014	-0.02
Si	3.843	9.66	11.514	-0.004	-0.005	-0.014
Si	7.682	13.517	11.532	-0.005	-0.017	-0.01
Si	7.683	1.966	11.542	-0.005	0.003	-0.017
Si	7.693	5.796	11.505	0.006	0.017	-0.022
Si	7.681	9.654	11.526	0.013	-0.002	-0.019
Si	11.593	13.512	11.597	0.001	-0.016	0.003
Si	11.596	1.961	11.611	0.006	-0.012	0.007
Si	11.587	5.786	11.572	-0.009	0.022	0.006
Si	11.608	9.667	11.589	-0.007	0.011	0.007
Si	1.902	13.455	12.854	0.02	-0.016	-0.01
Si	1.908	1.917	12.841	0	-0.004	-0.047
Si	1.902	5.788	12.771	0.011	0.001	-0.032
Si	1.891	9.664	12.823	0.023	0.006	-0.032
Si	5.755	13.485	12.892	0.005	-0.001	0.012
Si	5.754	1.951	12.906	0.001	0.004	0.019
Si	5.772	5.802	12.858	-0.02	0.003	0.004
Si	5.753	9.666	12.89	0.018	-0.005	0.013
Si	9.625	13.549	12.86	0.006	0.011	-0.003
Si	9.624	1.993	12.88	-0.002	0.002	0.016
Si	9.626	5.784	12.846	-0.028	0	-0.012
Si	9.635	9.668	12.837	0.002	-0.012	-0.019
Si	13.46	13.506	13.084	-0.003	0.002	0.022
Si	13.483	1.956	13.087	-0.003	-0.007	0.008
Si	13.451	5.794	13.046	0.002	0.002	0.02
Si	13.485	9.657	13.074	-0.003	-0.006	0.002
Si	1.91	15.368	14.183	-0.001	0.005	-0.023
Si	1.912	3.876	14.106	-0.009	-0.009	-0.002
Si	1.875	7.711	14.082	-0.021	0.014	0.016
Si	1.876	11.545	14.224	-0.008	-0.005	0.019
Si	5.733	15.396	14.255	0.015	-0.013	-0.039
Si	5.75	3.898	14.238	0.017	0.008	-0.035
Si	5.775	7.724	14.208	0.01	-0.016	-0.041
Si	5.751	11.579	14.278	-0.01	0.012	-0.034
Si	9.629	15.473	14.228	0.009	-0.005	-0.028
Si	9.614	3.901	14.257	0	0.005	-0.015
Si	9.681	7.722	14.142	0.013	-0.007	-0.023
Si	9.604	11.607	14.153	-0.012	0.01	-0.027
Si	13.489	15.424	14.518	-0.014	-0.013	-0.002
Si	13.471	3.892	14.489	-0.016	-0.004	0.01
Si	13.461	7.711	14.462	-0.014	0	0.009
Si	13.494	11.581	14.5	-0.005	0.007	0.008
Si	15.557	15.348	15.776	-0.062	0.048	0.103
Si	15.556	3.889	15.675	-0.05	-0.057	0.109
Si	15.521	7.662	15.665	-0.053	0.032	0.051
Si	15.515	11.585	15.84	-0.039	-0.007	0.074
Si	3.79	15.378	15.58	0.007	0.021	0.055
Si	3.782	3.882	15.509	0.007	-0.026	0.076
Si	3.77	7.683	15.415	0.04	-0.004	0.022
Si	3.786	11.573	15.58	0.021	0.02	0.037
Si	7.68	15.413	15.539	-0.001	0.004	0.042
Si	7.66	3.891	15.587	0.004	-0.001	0.025
Si	7.767	7.773	15.452	-0.031	0.013	0.016
Si	7.721	11.591	15.562	0.002	-0.016	0.047
Si	11.442	15.519	15.762	0.01	0.021	0.051
Si	11.442	3.946	15.784	0.012	-0.004	0.06
Si	11.434	7.739	15.742	0.016	0.031	0.095
Si	11.406	11.566	15.656	0.033	-0.021	0.077
Si	16.248	13.482	17.172	0.028	-0.052	-0.073
Si	16.268	1.945	16.83	0.192	0.068	-0.778
Si	16.236	5.788	16.941	0.036	-0.023	-0.045
Si	15.897	9.541	17.027	-0.215	0.129	-0.754
Si	3.322	13.474	16.907	-0.312	-0.024	-0.56
Si	3.318	1.955	16.771	-0.274	0.029	-0.637
Si	3.271	5.824	16.738	-0.283	-0.129	-0.528
Si	3.58	9.56	16.768	0.07	0.125	-0.735
Si	7.95	13.524	16.892	-0.127	-0.102	-0.771
Si	7.793	1.926	16.88	-0.157	0.116	-0.747
Si	7.958	5.883	16.783	-0.044	-0.104	-0.715
Si	8.248	9.651	16.762	0.316	0.065	-0.562
Si	11.037	13.517	16.905	0.1	0.056	-0.778
Si	10.919	2.069	17.116	0.383	-0.13	-0.829
Si	11.047	5.852	17.161	0.313	0.053	-0.807
Si	10.689	9.672	16.894	-0.225	0.002	-0.753
Si	4.65	2.265	21.819	-0.001	0.008	-0.057
Si	1.566	3.388	24.531	0.079	0.012	0.054
Si	1.633	1.585	22.078	0.078	-0.003	-0.027
Si	5.445	12.902	21.911	0.058	-0.009	0.055
Si	5.633	13.036	18.973	-0.041	0.009	-0.182
Si	5.48	2.412	18.932	-0.114	-0.06	-0.182
Si	5.549	5.586	18.78	-0.171	0.038	-0.167
Si	5.965	9.868	18.815	0.073	-0.003	-0.181
Si	15.581	13.079	19.469	0.231	0.23	-0.646
Si	12.54	1.807	19.741	-0.069	-0.04	0.022
Si	7.696	8.164	27.563	-0.1	0.086	0.145
Si	11.879	9.358	24.886	-0.059	0.051	0.107
Si	12.689	14.187	19.446	-0.074	0.028	-0.086
Si	15.385	2.681	19.731	0.083	0.077	-0.102
Si	2.375	6.859	21.358	0.062	-0.125	-0.005
Si	5.159	16.472	26.407	0.089	-0.029	0.121
Si	2.199	1.906	27.137	-0.009	0.049	0.177
Si	12.359	2.027	22.765	0.088	0.029	-0.013
Si	16.468	14.006	22.27	-0.013	-0.041	-0.072
Si	8.778	14.583	23.628	-0.057	-0.013	-0.048
Si	11.738	11.796	26.975	-0.01	0.039	0.11
Si	2.889	11.554	22.747	-0.024	-0.014	0.071
Si	3.956	9.787	25.129	0.074	0.019	-0.072
Si	7.838	6.078	25.469	-0.078	-0.006	0.036
Si	5.288	7.712	20.887	-0.094	-0.002	-0.147
Si	12.706	5.195	22.775	-0.05	0.002	0.005
Si	16.31	9.28	22.271	-0.018	-0.002	-0.005
Si	11.163	13.757	22.101	0.005	-0.033	0.035
Si	15.76	5.71	19.246	0.041	-0.015	-0.639
Si	15.007	8.832	24.953	-0.023	-0.014	0.015
Si	11.83	9.463	19.894	0.037	-0.013	-0.022
Si	12.703	14.645	26.358	0.002	-0.108	0.156
Si	14.938	5.836	24.662	-0.123	-0.01	-0.018
Si	7.822	11.687	23.458	0.062	0.027	-0.075
Si	1.547	9.57	27.08	0.037	0.099	0.178
Si	12.916	5.727	27.104	-0.017	0.091	0.137
Si	5.812	15.37	23.65	0.092	-0.011	0.002
Si	6.638	3.588	26.711	0.033	0.153	0.096
Si	3.838	4.771	23.116	-0.055	0.053	-0.032
Si	5.497	7.297	23.835	-0.038	-0.057	0.077
Si	13.72	14.857	23.594	0.039	0.068	-0.005
Si	9.324	2.311	27.446	0.045	-0.069	0.103
Si	10.849	6.452	25.053	0.128	0.022	0.034
Si	6.632	10.612	26.196	0.06	0.099	0.127
Si	10.568	16.49	25.112	0.023	-0.034	-0.053
Si	10.498	10.656	22.395	-0.095	0.015	0.041
Si	14.753	10.117	19.763	-0.036	0.03	-0.09
Si	12.689	6.386	19.873	-0.107	0.001	-0.128
Si	15.399	13.47	0.561	-0.003	-0.007	-0.019
Si	15.377	1.911	0.639	0.006	-0.011	0.01
Si	15.365	5.804	0.644	0.008	0.01	0.014
Si	15.373	9.654	0.593	-0.014	-0.003	-0.013
Si	3.843	13.48	0.591	0.015	-0.009	0.001
Si	3.796	1.904	0.704	0.001	0.017	0.018
Si	3.843	5.865	0.651	0.012	-0.011	0.002
Si	3.811	9.67	0.622	-0.003	0.017	-0.002
Si	7.668	13.498	0.655	0.037	0.007	0.009
Si	7.706	1.913	0.743	-0.01	-0.003	0.009
Si	7.677	5.831	0.712	-0.001	0.012	0.004
Si	7.679	9.687	0.666	0.016	0.002	0
Si	11.573	13.512	0.673	-0.014	-0.006	0.012
Si	11.548	1.925	0.691	-0.018	-0.002	0.007
Si	11.57	5.835	0.688	-0.009	-0.011	0.009
Si	11.542	9.64	0.662	-0.004	0.009	0.01
Si	1.917	13.48	1.96	0.012	-0.008	-0.015
Si	1.883	1.923	2.043	0.004	-0.004	0.002
Si	1.911	5.821	2.001	-0.006	-0.008	-0.01
Si	1.895	9.655	1.986	0.002	-0.003	0.001
Si	5.743	13.49	2.007	-0.006	-0.001	-0.002
Si	5.744	1.939	2.046	0	0.007	-0.005
Si	5.745	5.829	2.047	0.009	-0.016	0.012
Si	5.739	9.669	2.004	0	-0.002	0.007
Si	9.615	13.503	1.999	0.008	0	0.004
Si	9.636	1.919	2.066	-0.006	0	0.008
Si	9.626	5.827	2.031	0.004	-0.013	-0.002
Si	9.612	9.651	2.018	0.001	0.009	0.002
Si	13.507	13.495	1.996	-0.018	0	-0.004
Si	13.474	1.931	2.03	-0.002	0.026	-0.005
Si	13.478	5.826	2.047	-0.006	-0.001	0.004
Si	13.474	9.655	2.002	-0.011	0.016	0.004
Si	1.907	15.38	3.372	-0.024	0.011	0.006
Si	1.911	3.883	3.361	0.001	-0.008	-0.005
Si	1.906	7.739	3.366	-0.014	0.007	0.004
Si	1.91	11.575	3.352	-0.014	0.001	0.007
Si	5.755	15.401	3.395	0.007	-0.001	0.002
Si	5.747	3.883	3.388	-0.014	0.003	0.007
Si	5.758	7.755	3.393	0.009	-0.002	0.009
Si	5.749	11.578	3.383	-0.004	0.001	0.005
Si	9.621	15.39	3.407	0.016	-0.001	0.005
Si	9.618	3.882	3.375	-0.004	-0.008	-0.006
Si	9.616	7.74	3.393	0.005	0.002	0
Si	9.616	11.581	3.366	0.016	0.001	-0.006
Si	13.478	15.4	3.385	0.008	-0.003	0.01
Si	13.467	3.875	3.375	0.004	-0.001	0
Si	13.472	7.748	3.392	0.01	-0.001	0.003
Si	13.471	11.577	3.365	0.006	-0.004	-0.001
Si	15.389	15.403	4.75	0.007	-0.011	0.004
Si	15.386	3.882	4.738	0.006	0.009	0.002
Si	15.389	7.736	4.75	-0.003	0.008	0.004
Si	15.385	11.575	4.733	0.004	0.007	0.002
Si	3.824	15.405	4.744	-0.008	-0.002	-0.002
Si	3.822	3.879	4.743	-0.006	-0.006	-0.001
Si	3.824	7.738	4.741	-0.004	-0.002	0
Si	3.821	11.575	4.737	-0.005	-0.002	0.001
Si	7.689	15.408	4.749	0.016	-0.004	-0.003
Si	7.691	3.882	4.735	0.005	-0.002	0.003
Si	7.691	7.737	4.749	0.009	0.003	0.002
Si	7.692	11.578	4.732	0.009	-0.004	-0.006
Si	11.55	15.401	4.745	-0.015	-0.012	0.004
Si	11.54	3.879	4.736	-0.002	-0.002	-0.003
Si	11.541	7.738	4.745	-0.004	0.008	0
Si	11.54	11.58	4.727	-0.008	0.012	0
Si	15.381	13.488	6.109	-0.02	0.005	0.002
Si	15.39	1.952	6.094	0.003	-0.009	-0.009
Si	15.382	5.804	6.101	-0.005	0.005	-0.006
Si	15.384	9.658	6.104	0.003	-0.001	0
Si	3.824	13.49	6.113	0.001	0.003	0.005
Si	3.821	1.949	6.1	-0.002	0.001	0.002
Si	3.824	5.808	6.101	0.001	-0.001	-0.001
Si	3.823	9.657	6.108	-0.003	0.006	0.006
Si	7.7	13.491	6.113	-0.007	0.001	0.002
Si	7.699	1.955	6.098	-0.007	-0.01	0.001
Si	7.699	5.805	6.104	-0.01	0.002	0.001
Si	7.704	9.661	6.106	0.002	0.001	0.001
Si	11.537	13.488	6.108	0.019	0.007	0
Si	11.538	1.95	6.091	0.01	-0.016	-0.008
Si	11.536	5.805	6.097	0.01	0.004	-0.007
Si	11.535	9.663	6.099	0.009	-0.002	-0.007
Si	1.903	13.494	7.485	-0.015	-0.001	0.006
Si	1.905	1.95	7.48	-0.01	0.001	0.002
Si	1.905	5.803	7.479	-0.005	0	0.003
Si	1.903	9.656	7.483	-0.017	0.001	0.002
Si	5.765	13.494	7.45	0.005	-0.005	-0.003
Si	5.761	1.951	7.437	-0.007	0.003	-0.003
Si	5.762	5.804	7.443	-0.012	-0.001	-0.001
Si	5.767	9.658	7.443	0.004	-0.004	-0.004
Si	9.625	13.498	7.487	0.015	-0.003	-0.004
Si	9.626	1.952	7.47	0.011	0.002	-0.001
Si	9.626	5.805	7.479	0.01	-0.003	0.001
Si	9.627	9.66	7.481	0.008	0.007	0
Si	13.456	13.496	7.462	0.004	-0.013	-0.003
Si	13.461	1.949	7.445	0.001	0.008	-0.01
Si	13.456	5.803	7.455	0.007	-0.004	0
Si	13.455	9.657	7.456	-0.001	0.009	-0.005
Si	1.893	15.416	8.852	0	0.011	0.009
Si	1.896	3.875	8.842	0.003	-0.006	0.006
Si	1.892	7.729	8.842	0.002	0.005	0.001
Si	1.89	11.575	8.851	0.003	-0.003	0.006
Si	5.764	15.42	8.803	0.001	-0.001	-0.006
Si	5.764	3.873	8.791	-0.001	-0.004	-0.008
Si	5.768	7.732	8.794	0.004	0.003	-0.008
Si	5.773	11.575	8.806	-0.005	0.003	-0.004
Si	9.635	15.425	8.854	-0.001	-0.011	0.004
Si	9.638	3.873	8.841	-0.001	-0.009	0.004
Si	9.638	7.733	8.847	-0.002	0.012	0.013
Si	9.637	11.579	8.857	0.002	-0.007	0.015
Si	13.456	15.422	8.816	0	-0.009	-0.007
Si	13.457	3.87	8.8	0.004	-0.01	-0.007
Si	13.449	7.73	8.807	0.001	0.002	-0.001
Si	13.453	11.579	8.814	-0.002	0.013	-0.001
Si	15.339	15.413	10.217	0.025	0.003	-0.008
Si	15.339	3.865	10.198	0.024	0.011	-0.008
Si	15.335	7.728	10.198	0.028	0.01	-0.004
Si	15.333	11.581	10.21	0.022	-0.01	-0.003
Si	3.847	15.407	10.17	-0.022	-0.009	-0.005
Si	3.85	3.866	10.157	-0.026	0.016	-0.006
Si	3.849	7.737	10.154	-0.021	-0.002	-0.006
Si	3.848	11.571	10.155	-0.02	0.003	0.001
Si	7.681	15.434	10.173	0.017	-0.003	0.004
Si	7.683	3.872	10.158	0.004	0.003	0.005
Si	7.684	7.732	10.164	0.002	-0.011	-0.004
Si	7.689	11.584	10.18	0.02	0.004	0.002
Si	11.574	15.431	10.224	-0.012	0.003	0.003
Si	11.578	3.866	10.207	-0.007	-0.003	0.003
Si	11.572	7.732	10.222	-0.016	-0.008	0.004
Si	11.576	11.588	10.221	-0.003	0.001	-0.001
O	4.904	11.255	29.309	-0.171	-0.569	0.017
O	11.83	13.27	26.298	-0.376	0.163	-0.312
O	16.806	2.452	25.84	-0.345	-0.128	-0.134
O	15.768	1.914	18.378	-0.193	-0.448	0.292
O	12.271	7.926	20.115	-0.16	-0.138	0.266
O	16.479	13.718	20.665	0.29	0.347	-0.182
O	4.223	13.466	18.294	-0.177	0.061	0.456
O	13.037	15.746	19.222	0.427	-0.044	-0.298
O	4.073	1.989	18.241	0.001	-0.296	0.418
O	4.093	5.944	18.166	-0.13	0.166	0.264
O	9.49	13.524	17.482	0.046	0.064	0.379
O	6.735	1.79	18.121	0.068	-0.237	0.367
O	4.846	3.807	22.286	0.462	0.369	-0.225
O	4.781	9.359	17.845	0.001	-0.209	-0.028
O	9.436	5.84	17.517	-0.043	0.148	0.372
O	14.054	13.462	19.828	-0.156	-0.223	0.455
O	13.168	10.385	19.976	-0.002	0.314	-0.095
O	10.376	11.548	27.839	-0.315	-0.287	-0.247
O	11.164	9.655	18.45	-0.09	0.169	0.167
O	14.979	9.31	18.369	-0.38	-0.244	0.052
O	7.944	6.702	26.945	-0.02	-0.358	0.281
O	15.93	1.735	20.906	-0.147	-0.408	0.002
O	5.752	11.435	19.067	0.138	-0.103	0.397
O	5.691	13.615	20.478	0.022	0.699	-0.061
O	15.547	7.31	24.888	0.551	-0.022	0.072
O	11.861	5.832	18.583	0.151	-0.107	0.184
O	7.236	4.59	25.603	0.119	-0.103	-0.619
O	5.819	16.028	27.818	0.489	0.196	-0.253
O	11.45	5.81	26.422	-0.318	-0.34	0.268
O	14.158	5.758	23.238	0.184	0.286	-0.291
O	5.049	10.325	26.177	-0.174	-0.061	0.33
O	4.582	8.492	24.404	-0.041	-0.144	-0.287
O	1.47	6.58	20.055	0.13	0.486	-0.346
O	3.068	2.083	21.547	0.062	0.071	-0.13
O	16.849	16.082	27.93	-0.293	0.041	-0.208
O	11.53	2.326	18.607	0.049	0.449	0.133
O	5.85	9.034	20.176	0.065	0.08	0.589
O	13.323	14.906	27.839	0.306	-0.261	-0.048
O	1.548	7.795	22.382	-0.159	-0.242	0.584
O	13.85	14.627	25.2	0.51	-0.196	0.176
O	1.7	8.347	28.117	-0.161	0.074	-0.059
O	1.719	10.984	27.847	0.201	0.093	-0.167
O	1.907	12.825	23.013	-0.257	0.24	0.48
O	7.555	9.318	26.468	0.37	-0.1	-0.377
O	5.781	4.361	27.844	-0.427	0.11	-0.201
O	15.274	9.283	21.036	-0.084	-0.221	0.152
O	9.52	16.237	28.111	0.163	-0.268	-0.154
O	4.12	11.987	21.795	0.032	-0.013	-0.256
O	7.782	2.752	27.48	-0.185	-0.102	0.17
O	13.405	9.489	28.975	0.32	0.165	-0.204
O	13.244	7.051	27.989	0.122	0.173	-0.431
O	9.655	13.715	28.931	-0.012	-0.085	-0.409
O	13.606	16.441	23.191	0.572	0.35	-0.099
O	5.726	2.52	25.936	-0.083	0.015	-0.82
O	10.113	3.433	28.281	0.578	-0.062	-0.133
O	13.062	11.784	27.925	0.378	0.217	-0.168
O	5.467	1.926	20.468	0.35	-0.304	0.091
O	11.1	1.694	23.716	-0.544	0.07	-0.401
O	5.174	14.014	23.051	-0.48	-0.053	0.212
O	9.789	14.573	22.364	-0.043	0.453	-0.585
O	5.728	6.331	20.185	0.468	-0.205	0.473
O	7.397	15.353	23.311	0.005	0.269	-0.295
O	6.271	8.094	28.348	-0.166	0.393	-0.285
O	15.584	9.632	23.67	0.156	0.532	0.139
O	4.653	5.927	23.871	0.161	-0.162	0.338
O	2.329	3.18	28.13	0.38	-0.005	-0.192
O	9.322	1.96	17.456	0.02	-0.182	0.494
O	13.403	8.841	24.888	-0.074	-0.091	0.004
O	1.784	13.512	28.699	0.046	-0.02	-0.152
O	12.101	13.476	18.133	0.389	-0.235	0.161
O	2.655	9.348	25.945	-0.062	-0.446	-0.389
O	13.784	2.827	19.822	-0.269	0.56	0.159
O	5.88	13.619	28.78	-0.003	-0.136	-0.018
O	6.889	13.601	18.127	0.091	0.269	0.42
O	5.506	15.405	25.243	0.109	-0.528	0.067
O	3.675	7.716	20.931	-0.227	0.278	-0.076
O	6.837	11.651	27.417	0.406	0.121	-0.071
O	9.706	5.907	29.087	-0.012	0.102	-0.531
O	2.061	10.39	22	0.372	0.043	-0.571
O	6.765	6.098	17.861	-0.08	0.312	0.172
O	14.269	6.254	19.572	0.013	0.06	0.177
O	6.86	7.044	24.639	0.056	0.277	-0.186
O	13.367	1.988	28.864	-0.131	0.036	-0.181
O	11.588	14.066	20.593	-0.381	0.248	-0.062
O	9.489	15.319	24.865	-0.044	-0.073	0.514
O	5.657	4.004	18.935	0.361	-0.099	-0.048
O	13.949	5.55	25.894	-0.04	-0.041	0.137
O	8.5	13.045	24.01	0.323	-0.005	0.561
O	10.956	12.184	22.279	0.197	0.081	-0.106
O	2.098	9.555	17.491	-0.062	-0.2	0.186
O	15.976	4.178	19.77	0.479	0.133	0.379
O	9.016	8.445	28.476	0.489	0.649	-0.292
O	15.497	9.522	26.333	-0.367	0.456	0.307
O	11.45	9.886	23.433	0.318	-0.184	-0.136
O	10.959	8.067	25.219	-0.224	0.209	0.287
O	13.082	4.446	28.057	0.032	-0.149	-0.364
O	3.585	16.65	26.644	-0.158	-0.274	-0.041
O	12.378	5.562	21.232	-0.058	-0.16	-0.113
O	9.31	6.031	24.833	0.075	-0.278	-0.585
O	5.932	7.707	22.35	0.675	0.049	-0.138
O	12.737	3.584	22.936	0.278	0.112	0.054
O	9.865	2.298	25.934	-0.131	0.578	-0.409
O	6.747	12.015	22.293	0.005	-0.136	-0.341
O	5.147	16.666	22.981	-0.137	0.265	0.33
O	8.943	10.667	22.874	-0.174	-0.37	-0.164
O	11.911	1.728	21.229	-0.637	-0.245	-0.014
O	16.474	2.496	23.284	-0.596	0.118	-0.087
O	3.525	10.968	24.114	-0.087	0.114	0.225
O	11.758	15.904	26.017	0.036	0.431	0.097
O	14.959	14.13	22.857	-0.166	-0.437	-0.253
O	1.919	5.773	28.778	0.015	-0.023	-0.334
O	3.086	3.871	24.236	0.203	-0.301	0.173
O	2.781	5.472	22.094	-0.312	-0.433	-0.335
O	15.627	11.464	19.623	0.492	-0.223	-0.256
O	16.08	4.719	24.691	0.233	0.254	0.262
O	1.795	15.431	22.529	0.25	-0.001	0.157
O	7.436	9.603	18.197	0.156	-0.313	0.464
O	10.72	9.919	20.975	-0.248	-0.222	-0.193
O	11.62	5.891	23.747	-0.316	-0.024	-0.07
O	7.051	11.089	24.728	-0.354	-0.302	-0.17
O	11.738	10.596	25.905	-0.29	0.118	0.011
O	12.317	14.197	23.136	-0.066	0.033	0.165

Results
total energy: -87726.709 eV
total energy less fixed offsets of O -438.35, Si -107.03 eV per atom: 1.591 eV
